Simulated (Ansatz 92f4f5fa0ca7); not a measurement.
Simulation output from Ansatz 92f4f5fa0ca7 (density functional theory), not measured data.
Periodic cell of 184 atoms, Si120O64, from a study of silicon, its oxide and their interface. The atomic structure is a simulated model.
This geometry differs little from another in the collection (a relaxation step or a small displacement).

Settings
functional: r2SCAN
potential files: Ansatz PAW
basis: plane waves
wave-function cutoff: 800 eV
density cutoff ratio: 5
exchange-correlation grid ratio: 1
k mesh: 1 x 1 x 1, shifted by 0.5 0.5 0 of a step
self-consistency stop: 1e-10 eV per atom in the density residual
occupations: fixed
spin: none
net charge: 0

Cell vectors (angstrom)
a  10.888  0  0
b  0  10.888  0
c  0  0  27.1529

Atoms: element, x, y, z (angstrom)
Si  0.3068  -0.0503  0.0289
Si  3.0112  2.6747  0.1217
Si  -0.281  5.9033  -0.0328
Si  2.521  8.625  0.0186
Si  5.1369  0.3413  0.1404
Si  7.8441  3.071  0.1152
Si  5.8552  5.4543  0.1393
Si  8.4584  8.2408  -0.0482
Si  1.4098  1.5107  1.381
Si  4.1669  4.2835  1.3514
Si  1.3659  6.9663  1.2657
Si  4.0435  9.6577  1.4577
Si  6.7541  1.4743  1.4159
Si  9.5341  4.2285  1.2855
Si  6.9519  7.0365  1.3997
Si  9.6083  9.7048  1.3529
Si  -0.0235  2.8384  2.6671
Si  2.707  0.1314  2.8115
Si  0.0194  8.2685  2.7196
Si  2.7103  5.5761  2.6469
Si  5.4179  2.8442  2.7789
Si  8.1715  0.105  2.6954
Si  5.4472  8.2564  2.7193
Si  8.2382  5.579  2.7516
Si  1.3733  4.168  4.0253
Si  4.0901  1.4617  4.147
Si  1.3609  9.5975  4.115
Si  4.0811  6.8716  4.0559
Si  6.8385  4.1788  4.0881
Si  9.529  1.4493  4.0549
Si  6.8215  9.604  4.0665
Si  9.5885  6.8938  4.1212
Si  -0.0347  0.0499  5.4364
Si  2.6906  2.7965  5.4539
Si  0.0383  5.485  5.4457
Si  2.7301  8.2014  5.4449
Si  5.4601  0.0468  5.4488
Si  8.1722  2.7705  5.443
Si  5.4239  5.4915  5.4304
Si  8.162  8.2194  5.4428
Si  1.3384  1.3851  6.7908
Si  4.0837  4.1132  6.8165
Si  1.4049  6.8026  6.8221
Si  4.1035  9.5385  6.7966
Si  6.8321  1.3696  6.8136
Si  9.5568  4.1014  6.7937
Si  6.7944  6.8286  6.7875
Si  9.5185  9.5572  6.8203
Si  -0.0116  2.711  8.1772
Si  2.688  -0.0255  8.1239
Si  -0.0113  8.1326  8.1411
Si  2.7336  5.4283  8.2225
Si  5.4328  2.6967  8.1505
Si  8.1621  -0.0043  8.214
Si  5.4455  8.163  8.1725
Si  8.1416  5.4208  8.1262
Si  1.3689  4.0099  9.56
Si  4.0626  1.2959  9.4772
Si  1.3455  9.476  9.498
Si  4.1226  6.7821  9.5601
Si  6.8293  4.0128  9.5054
Si  9.5252  1.3589  9.5715
Si  6.8139  9.4712  9.5632
Si  9.5085  6.7455  9.4854
Si  -0.023  -0.0782  10.8681
Si  2.726  2.5851  10.9006
Si  -0.0924  5.3237  10.8514
Si  2.6996  8.1197  10.8776
Si  5.3994  -0.0562  10.8592
Si  8.1382  2.6725  10.9684
Si  5.5062  5.3609  10.8682
Si  8.1865  8.0644  10.9041
Si  1.3707  1.164  12.2673
Si  4.1433  3.9628  12.174
Si  1.2654  6.703  12.1161
Si  4.0896  9.456  12.247
Si  6.7244  1.2653  12.2675
Si  9.5272  3.9874  12.3762
Si  6.9327  6.6004  12.2814
Si  9.4813  9.488  12.2546
Si  -0.0682  2.4208  13.6215
Si  2.7422  -0.143  13.7182
Si  0.0011  8.0997  13.5169
Si  2.586  5.2236  13.3429
Si  5.4506  2.6697  13.6703
Si  7.948  -0.2024  13.6453
Si  5.4356  7.9305  13.441
Si  8.2588  5.3466  13.8951
Si  1.5342  3.6587  14.7401
Si  3.848  1.5356  14.9513
Si  1.6755  8.9852  14.8976
Si  3.8393  6.6837  14.5731
Si  7.0672  3.6599  15.1127
Si  9.1691  1.2822  14.9365
Si  6.8303  8.9812  14.9626
Si  9.4219  7.1284  15.0581
Si  21.9321  -4.5261  19.4112
Si  35.5593  25.9782  24.6279
Si  -20.5326  45.3297  21.7119
Si  -28.5891  -26.646  17.4081
Si  11.0134  15.4117  24.391
Si  44.9202  23.2446  18.6959
Si  -24.276  -26.8814  19.9035
Si  5.4368  8.2736  22.9549
Si  -0.3754  48.144  21.5841
Si  9.6654  12.7229  25.1569
Si  18.8516  -12.4309  24.0877
Si  18.6878  43.5508  20.2428
Si  -6.9308  0.589  17.8545
Si  -16.2324  -21.7947  24.2374
Si  -15.1448  -13.7119  20.3682
Si  -1.1788  22.0558  22.6359
Si  43.6738  -2.5813  17.3733
Si  -6.7587  24.1792  22.7873
Si  9.6203  21.839  17.8623
Si  -16.2497  -8.808  20.0224
Si  1.3476  15.3134  17.5864
Si  17.3579  4.3636  18.1709
Si  5.2504  -2.1541  17.7399
Si  -6.7472  -25.8058  25.2121
O  7.1262  10.7326  -3.2054
O  4.0839  12.4038  -0.2286
O  -13.6299  -1.9669  -1.5073
O  9.0933  26.3835  -6.375
O  -14.1823  -1.5534  -6.5116
O  0.8943  18.4706  -8.5253
O  -31.0426  46.5116  -8.9934
O  11.2844  0.5489  -4.7957
O  15.4778  -0.8107  -8.8481
O  -16.436  -24.506  -5.8057
O  11.2182  3.1267  -5.5951
O  21.1482  -25.5136  -10.673
O  9.9715  9.3832  -9.1846
O  14.0452  -5.2802  -1.8162
O  -10.0114  15.2677  -11.1086
O  -14.7589  19.0974  -3.7573
O  2.3464  0.4971  17.8552
O  -12.518  12.3212  23.6677
O  4.3909  12.5658  18.9533
O  -3.6164  -4.2705  20.7101
O  8.9465  0.5266  21.2388
O  58.5542  25.5385  23.6752
O  23.3605  4.375  23.7227
O  -17.3207  38.5007  15.8383
O  -0.7703  4.9655  23.1232
O  15.729  -8.2251  21.3646
O  -7.5297  8.112  25.8631
O  9.4545  -25.6646  26.7929
O  16.3398  21.4971  25.8277
O  16.8779  9.1403  16.3549
O  28.2066  24.9545  19.2647
O  9.5199  6.8734  19.5353
O  2.7143  2.6677  15.3132
O  -5.7338  5.281  18.3434
O  13.4031  -7.7243  25.8048
O  1.7518  -20.4126  20.2477
O  -11.0438  1.0113  18.5287
O  2.8159  18.7263  15.1116
O  17.1948  19.0301  18.7947
O  -1.3515  0.498  16.3121
O  19.22  23.9935  25.9719
O  -19.1289  -5.5215  17.7309
O  4.5767  -3.7645  23.6858
O  10.5842  3.142  25.0814
O  4.9505  12.2457  23.6949
O  -21.6145  -27.5957  18.4433
O  7.7954  16.0891  18.5238
O  -9.4878  31.4955  26.658
O  15.6866  20.5652  23.4417
O  20.2436  -12.0701  23.306
O  -9.7848  -1.7153  16.4153
O  32.2521  11.5203  25.8813
O  0.2202  5.561  25.6107
O  24.362  1.9513  22.5983
O  8.245  11.1291  18.6987
O  17.7024  4.2391  26.7389
O  -2.671  -8.3578  15.3596
O  -10.318  5.7575  20.8807
O  -15.3549  11.6981  20.4543
O  -5.4311  17.3084  26.035
O  -17.3127  -9.8874  16.3689
O  -2.748  18.9847  15.3666
O  -4.3697  -6.9682  16.6219
O  -28.5752  29.3908  17.6449

Results
free energy: -113257.706 eV
free energy less fixed offsets of O -570.45, Si -639.56 eV per atom: -1.706 eV

Forces (eV/angstrom), in the order of the atoms: element, x, y, z
Si  0.0111  -0.0047  0.1587
Si  0.0239  0.0006  0.1203
Si  0.0019  0.0008  0.1249
Si  -0.0297  -0.0453  0.1533
Si  0.0022  0.0407  0.109
Si  0.0084  0.0283  0.1671
Si  -0.0267  -0.0212  0.1382
Si  0.0381  -0.0502  0.1267
Si  0.0019  0.0049  -0.0035
Si  0.0022  0.0176  -0.0067
Si  -0.0048  -0.0108  -0.0201
Si  -0.0113  -0.0005  0.0004
Si  0.0087  0.0197  0.0024
Si  -0.0057  0.0004  -0.0113
Si  -0.027  -0.009  0.0256
Si  0.0119  -0.0008  -0.0088
Si  0.0094  -0.006  0.024
Si  0.0029  -0.002  0.0622
Si  0.0011  0.0131  0.0603
Si  -0.0024  0.0011  0.0236
Si  0.0226  0.0083  0.0574
Si  -0.0021  0.0188  0.025
Si  -0.0113  -0.0054  0.0151
Si  -0.0182  0.0137  0.0532
Si  0.0129  0.0041  -0.0165
Si  -0.0221  0.011  -0.0086
Si  0.0017  -0.0041  -0.0082
Si  0.0005  0.0001  -0.0123
Si  -0.0078  0.0062  -0.0195
Si  0.0031  -0.0085  -0.0137
Si  0.0125  -0.0061  -0.0192
Si  0.018  -0.0194  -0.0191
Si  -0.0057  0.0061  0.0198
Si  -0.0148  -0.013  0.0105
Si  0.0035  -0.0061  0.0142
Si  0.0121  -0.0033  0.0083
Si  -0.0066  0.0071  0.0216
Si  0.0043  0.0032  0.0092
Si  -0.0218  0.0031  0.0111
Si  -0.0224  -0.0141  0.0156
Si  0.0182  0.0024  0.0139
Si  0.0126  -0.0118  0.0111
Si  -0.0039  0.0157  0.0127
Si  -0.0165  0.0066  0.0094
Si  -0.0143  0.0133  0.0187
Si  0.0085  0.0214  0.0125
Si  0.0242  -0.0086  0.0067
Si  0.0165  -0.0061  0.0126
Si  -0.0192  -0.0124  -0.009
Si  0.0007  0.0092  -0.0064
Si  0.0065  -0.0156  -0.0129
Si  0.0025  -0.0055  -0.0201
Si  -0.0129  -0.0013  -0.0177
Si  -0.0113  -0.0045  -0.0154
Si  -0.017  -0.0121  -0.0099
Si  -0.0014  -0.0065  -0.0142
Si  0.0211  0.0206  -0.0085
Si  0.0003  -0.0029  -0.0024
Si  -0.0113  -0.0059  -0.0146
Si  0.0111  -0.0161  -0.0054
Si  -0.0163  0.0006  -0.0051
Si  0.0173  0.0049  -0.0174
Si  0.0106  0.0291  -0.0147
Si  0.0018  -0.0084  -0.0136
Si  -0.0468  0.0322  0.0007
Si  -0.0015  0.0285  0.0121
Si  0.0429  -0.0059  0.0051
Si  -0.0087  -0.0185  0.0257
Si  0.0065  -0.0057  0.0023
Si  -0.0104  -0.0211  0.0211
Si  0.0128  0.0092  -0.001
Si  -0.0048  0.0111  0.0303
Si  0.0044  0.0035  -0.0345
Si  -0.0392  0.0038  -0.0512
Si  0.0111  -0.0139  -0.0508
Si  -0.0075  -0.0263  -0.0343
Si  -0.003  -0.0057  -0.0465
Si  -0.0103  -0.0139  -0.0414
Si  -0.0406  0.0099  -0.055
Si  0.009  -0.0238  -0.0404
Si  0.0138  0.0303  -0.0082
Si  0.0257  0.0231  0.0054
Si  -0.025  0.012  -0.0326
Si  -0.0084  -0.0095  -0.0371
Si  0.0257  -0.0025  -0.0224
Si  0.0346  0.0346  -0.0141
Si  -0.0119  -0.0189  -0.0069
Si  0.0247  -0.0347  0.023
Si  -0.0335  -0.055  -0.1256
Si  -0.0026  0.0028  -0.1237
Si  0.0394  0.0415  -0.144
Si  -0.0068  -0.0027  -0.1299
Si  0.038  0.0556  -0.1307
Si  -0.0226  0.0363  -0.1149
Si  0.0286  -0.0289  -0.1488
Si  -0.053  -0.0743  -0.1185
Si  -0.0246  -0.0439  -0.0129
Si  -0.0435  -0.0089  0.0596
Si  0.0313  0.0397  -0.0091
Si  0.0079  -0.023  -0.0512
Si  0.0334  0.0059  0.0708
Si  0.0119  0.0348  0.0018
Si  0.0288  -0.0047  -0.0031
Si  0.0158  0.0121  0.0489
Si  -0.0025  0.0125  0.0182
Si  0.017  0.0276  0.0863
Si  -0.044  -0.0018  0.043
Si  -0.0146  0.0053  -0.0171
Si  0.0377  0.0095  -0.0855
Si  -0.0247  -0.0013  0.0234
Si  -0.0146  -0.0004  0.0225
Si  -0.0207  0.0276  0.036
Si  -0.0315  -0.0205  -0.0754
Si  -0.0098  0.0021  0.0261
Si  0.0216  -0.0212  -0.048
Si  -0.0053  0.0233  -0.0045
Si  -0.0307  -0.0106  -0.0298
Si  0.007  -0.0209  -0.1226
Si  0.0347  0.0123  -0.0507
Si  -0.0131  -0.002  0.0812
O  0.0242  0.0253  -0.0305
O  0.0234  -0.0094  -0.0508
O  0.0275  0.0222  -0.0704
O  0.0012  -0.0148  0.0086
O  0.018  -0.0012  0.0253
O  0.0479  0.0179  0.0399
O  0.0233  -0.0105  0.0191
O  0.013  -0.0453  0.0009
O  -0.0104  -0.0055  0.0338
O  -0.0176  -0.0032  -0.0397
O  -0.0162  -0.0093  0.0055
O  0.0307  0.0152  0.0837
O  -0.0205  0.0075  0.0474
O  0.0111  0.0019  0
O  -0.0013  0.0183  0.0431
O  0.0389  0.0001  -0.0246
O  0.0013  -0.0275  0.0108
O  -0.0329  -0.014  -0.0467
O  -0.0168  0.0075  0.0167
O  -0.0118  0.0086  -0.0059
O  0.0148  -0.0021  -0.0026
O  0.0305  -0.0025  -0.0285
O  -0.0041  0.0051  -0.0539
O  0.0307  -0.0171  0.0538
O  -0.0222  -0.0019  -0.014
O  0.0061  0.0099  -0.0269
O  0.0327  -0.0018  -0.0582
O  -0.0275  0.0055  -0.0568
O  -0.0127  -0.0295  -0.0363
O  -0.0325  0.0044  0.0744
O  0.0172  -0.0303  0.0493
O  -0.0177  0.0216  -0.0101
O  -0.0148  0.0102  0.056
O  -0.0062  0.0061  0.037
O  -0.0043  -0.0005  -0.0338
O  0.0008  -0.0146  0.0236
O  -0.0103  0.016  0.024
O  0.0133  -0.0212  0.0615
O  0.0052  -0.0147  -0.0011
O  -0.0078  -0.0307  0.0291
O  -0.0022  -0.0482  -0.0734
O  0.0121  0.0318  0.0474
O  -0.0064  0.0002  -0.0524
O  -0.0187  -0.0103  -0.0106
O  0.0042  -0.0041  0.0048
O  -0.0258  0.0019  -0.0019
O  0.0305  0.0136  0.0043
O  -0.0021  0.0182  -0.0704
O  -0.017  0.0213  -0.0208
O  0.0294  -0.0048  -0.0196
O  0.0052  0.0237  0.0583
O  -0.029  0.0107  -0.0754
O  -0.0087  0.008  -0.0498
O  -0.0191  -0.0267  0.0099
O  -0.0136  0.0074  -0.0127
O  0.012  0.0007  -0.0648
O  0.0009  -0.0231  0.0724
O  0.0277  0.0314  0.0018
O  0.0048  -0.0238  0.0205
O  0.0029  0.0378  -0.0418
O  0.0369  -0.025  0.0769
O  -0.0354  0.0242  0.0545
O  -0.0281  -0.0065  0.1003
O  -0.0296  0.0159  0.0292

The program warned: the cutoff lies below the one the program advises for these potential files; the forces do not sum to zero within the program's tolerance; empty levels may hold ghost states of the PAW files; the exchange-correlation potential is rough where the density is thin.
